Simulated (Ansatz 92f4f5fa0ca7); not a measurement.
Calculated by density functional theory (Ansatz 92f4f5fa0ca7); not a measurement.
Periodic cell of 216 atoms, Si133O82H1, from a study of silicon, its oxide and their interface. The atomic structure is a simulated model.
Doubt: the cutoff is far below the 930 eV that the study's wrapper takes by default for these files, so forces and energies are approximate.
This geometry differs little from another in the collection (a relaxation step or a small displacement).

Settings: functional PBE; potential files Ansatz PAW; basis plane waves; wave-function cutoff 580 eV; density cutoff ratio 5; exchange-correlation grid ratio 1; k mesh 1 x 1 x 1, Gamma-centred; self-consistency stop 5e-08 eV per atom in the density residual; occupations fixed; spin none; net charge +1 e, with a uniform compensating background and no finite-size correction.

Cell vectors (angstrom)
a  10.938  0  0
b  0  10.938  0
c  0  0  31.3232

Atoms and the computed forces on them: element, x, y, z (angstrom), force x, y, z (eV/angstrom)
Si  0.2244  -0.7045  23.8962  -0.0007  -0.0021  0.0012
Si  5.0165  0.3379  23.8897  -0.0023  -0.0012  0.0002
Si  3.2238  2.1305  23.7464  0.0009  0.0011  0.001
Si  7.8804  3.0577  23.9535  0.0004  0.0004  -0.0002
Si  -0.6034  6.1229  23.926  0.0026  0.0002  -0.0007
Si  6.1388  4.8938  23.9376  -0.0011  0.0012  0.0017
Si  2.1735  8.764  23.9451  -0.0011  -0.0007  -0.0003
Si  8.5913  7.738  24.2074  -0.0034  -0.0015  0.0017
Si  1.3207  1.2559  24.9527  0.0016  0.0003  -0.0014
Si  6.7752  1.3652  25.1604  -0.0002  0.0013  0.0002
Si  4.1683  3.9756  25.0118  0.0012  -0.0026  -0.0039
Si  9.5778  4.1741  25.1318  -0.0006  -0.0013  -0.0008
Si  1.3439  6.8527  25.0806  -0.0013  0.0008  -0.0017
Si  6.8125  6.714  25.2863  0.0034  -0.0017  -0.0021
Si  3.9913  9.619  25.2129  0.0001  0.0027  0
Si  9.5635  9.4816  25.4087  0.0018  0.0016  -0.0005
Si  2.6578  0.0483  26.5601  0.0001  -0.0028  0.0004
Si  8.168  0.0278  26.5445  0.0003  -0.0009  0.0005
Si  0.0332  2.7195  26.4193  -0.0009  0.0008  -0.0004
Si  5.4621  2.7309  26.5629  0.0007  -0.0004  0.0025
Si  2.7695  5.4243  26.408  -0.0003  0.0012  0.0012
Si  8.2409  5.441  26.6228  -0.0007  0.0021  0.0024
Si  0.0707  8.1377  26.6331  -0.0005  0.0001  0.0028
Si  5.4262  8.2071  26.5091  -0.0006  -0.0005  0.0009
Si  4.1018  1.3673  27.905  -0.2669  0.1228  0.1777
Si  9.5708  1.3673  27.905  0.1148  0.2902  -0.4665
Si  1.3673  4.1018  27.905  0.1874  -0.1223  -0.782
Si  6.8362  4.1018  27.905  -0.0165  -0.1958  0.4096
Si  4.1018  6.8362  27.905  -0.2473  -0.2257  -0.4701
Si  9.5708  6.8362  27.905  0.2317  -0.1638  0.735
Si  1.3673  9.5708  27.905  0.1556  0.096  0.5743
Si  6.8362  9.5708  27.905  -0.2116  -0.0717  -0.2015
Si  0  0  29.2722  -0.0216  -0.0815  0.0022
Si  5.469  0  29.2722  -0.0968  -0.0955  0.0021
Si  2.7345  2.7345  29.2722  0.0851  -0.0085  0.0244
Si  8.2035  2.7345  29.2722  -0.0088  0.0328  0.0294
Si  0  5.469  29.2722  -0.1353  0.0586  0.0435
Si  5.469  5.469  29.2722  0.0229  -0.0303  -0.0096
Si  2.7345  8.2035  29.2722  -0.0184  0.0702  0.0338
Si  8.2035  8.2035  29.2722  0.044  -0.025  -0.0108
Si  1.3673  1.3673  30.6395  -0.0281  0.0047  -0.0028
Si  6.8362  1.3673  30.6395  0.0537  -0.009  -0.042
Si  4.1018  4.1018  30.6395  -0.0283  0.0417  0.013
Si  9.5708  4.1018  30.6395  0.0192  -0.0459  -0.0212
Si  1.3673  6.8362  30.6395  0.0418  -0.0271  -0.0275
Si  6.8362  6.8362  30.6395  0.0035  0.0176  -0.0027
Si  4.1018  9.5708  30.6395  0.0323  -0.0333  -0.015
Si  9.5708  9.5708  30.6395  -0.0329  0.0405  -0.0036
Si  2.7345  0  0.6835  0.043  -0.0537  -0.0202
Si  8.2035  0  0.6835  -0.0522  0.0054  0.031
Si  0  2.7345  0.6835  -0.0799  0.0291  0.0303
Si  5.469  2.7345  0.6835  0.0305  -0.0411  0.0164
Si  2.7345  5.469  0.6835  -0.0405  0.0637  0.018
Si  8.2035  5.469  0.6835  0.0876  -0.0258  -0.0219
Si  0  8.2035  0.6835  -0.0272  -0.0165  0.0066
Si  5.469  8.2035  0.6835  -0.011  0.036  0.0344
Si  4.1018  1.3673  2.0507  -0.1018  -0.0667  -0.0523
Si  9.5708  1.3673  2.0507  0.0515  -0.0268  0.0096
Si  1.3673  4.1018  2.0507  0.1335  0.0441  0.0147
Si  6.8362  4.1018  2.0507  0.0341  0.0838  -0.0213
Si  4.1018  6.8362  2.0507  0.0411  -0.0306  0.0053
Si  9.5708  6.8362  2.0507  -0.1424  -0.0046  -0.0575
Si  1.3673  9.5708  2.0507  0.0266  0.1072  -0.0197
Si  6.8362  9.5708  2.0507  0.0843  -0.0349  0.0463
Si  0  0  3.418  0.2475  0.2721  -0.356
Si  5.469  0  3.418  -0.4723  0.0183  0.3117
Si  2.7345  2.7345  3.418  0.0382  -0.0418  -0.3661
Si  8.2035  2.7345  3.418  0.1338  0.1166  0.4057
Si  0  5.469  3.418  0.1325  0.3401  0.454
Si  5.469  5.469  3.418  -0.1197  -0.1137  -0.3237
Si  2.7345  8.2035  3.418  0.0147  0.0201  0.5848
Si  8.2035  8.2035  3.418  0.0475  -0.3149  -0.7171
Si  1.3626  1.4183  4.783  0.0002  0  -0.0019
Si  6.7901  1.3906  4.7864  0.0029  0.0011  0.0018
Si  4.111  4.0784  4.7624  0.002  0.0055  -0.0024
Si  9.6125  4.1188  4.8372  -0.0013  -0.0027  0.0019
Si  1.3949  6.8428  4.8902  0.002  0.0003  -0.0013
Si  6.8136  6.8543  4.7278  -0.0063  -0.0002  -0.0043
Si  4.0431  9.6121  4.8776  -0.0013  0.0001  -0.0008
Si  9.6388  9.4984  4.6711  -0.0026  -0.0004  -0.0049
Si  2.6703  0.1323  6.2807  -0.0052  -0.0005  0.0026
Si  8.1914  -0.1074  5.8912  -0.0001  0.0024  0.0012
Si  0.1178  2.841  6.2474  0.0009  0.0033  0.0001
Si  5.4617  2.7599  6.2333  -0.0012  -0.0038  -0.0003
Si  2.7855  5.3764  6.2245  0.0029  -0.0028  0.0018
Si  8.2484  5.5698  6.1152  0.0052  0.0017  0.0035
Si  0.0765  8.3714  6.2348  -0.0037  0  0.0046
Si  5.4686  8.1821  6.1646  0.0039  -0.0026  0.0024
Si  3.706  1.8626  7.5901  0.0009  0.0044  -0.002
Si  9.6955  1.147  7.0726  -0.0054  -0.0009  -0.0054
Si  1.9868  3.6165  7.6766  0  -0.001  -0.0036
Si  6.447  4.6537  7.2885  0.0031  -0.0028  -0.0008
Si  4.6306  6.3163  7.3531  -0.0046  0.0047  -0.0071
Si  9.1341  7.4502  7.2438  -0.0016  -0.0047  -0.0028
Si  0.6532  10.4294  7.4253  0.0106  -0.0013  -0.0014
Si  7.3615  9.0718  7.229  -0.0004  0.0003  -0.0019
O  7.144  4.1922  9.0517  0.0011  0.0002  0.0049
O  7.258  9.1787  8.9196  0.0001  0.0004  0.0012
O  9.2839  7.4064  8.9323  0.001  0.0004  0.0011
O  0.8823  10.4929  9.0794  -0.0008  -0.0002  0.0021
O  4.1928  1.4704  9.1508  -0.0001  -0.001  0.0019
O  1.8484  3.9584  9.3235  -0.0003  0.0005  0.0036
O  8.3482  1.8443  7.9248  0.0029  -0.0011  -0.0007
O  4.2348  6.5179  8.9475  0.0004  -0.0004  0.006
O  8.2786  8.2588  22.6608  0.0004  0.0003  -0.0008
O  8.5684  2.3036  22.6199  0.0003  -0.0002  -0.0004
O  6.0702  5.6564  22.4513  -0.0002  -0.0003  -0.001
O  2.7905  2.5673  22.1828  -0.0003  0.0001  -0.0008
O  10.3999  9.9878  22.3835  -0.0001  0.0003  0.0001
O  0.1698  3.6768  18.2893  0.0005  -0.0002  -0.002
O  2.6412  8.6308  22.3534  0.0001  0.0001  -0.0003
O  5.5504  -0.4869  22.5445  0  0  0.0003
Si  7.0766  5.229  10.505  0.0004  -0.0009  -0.0045
Si  -1.2992  3.9056  11.2219  -0.0018  0.0003  -0.0016
Si  3.285  7.2488  10.0276  -0.0007  0  -0.0009
Si  3.1805  13.5204  15.8215  0.0013  0.0001  0.0019
Si  -1.3272  12.245  12.7437  -0.0004  0.0004  -0.0007
Si  -0.2361  5.2644  21.0273  0  0  0.0011
Si  6.3647  10.3098  21.139  0.0007  0.0016  -0.0005
Si  9.0572  -1.6386  21.6825  -0.0005  0.0008  -0.001
Si  6.2639  -7.9371  15.192  0.0003  0.0007  0.001
Si  1.4568  -1.4689  10.1972  0  -0.0002  -0.0017
Si  7.8349  2.559  9.2614  -0.0014  0.0048  0.0008
Si  5.7955  0.7336  18.5902  0.0031  -0.0054  0.0011
Si  -1.6911  2.5328  21.1481  -0.0005  -0.0003  0.001
Si  7.7342  5.034  17.083  -0.0009  -0.0004  0.003
Si  6.9039  3.2498  19.4021  -0.0012  -0.0002  0.0022
Si  1.5179  4.7529  10.7234  0  0.0002  -0.0013
Si  5.2436  5.2622  21.1094  0.0004  -0.0004  0.0008
Si  3.4441  -0.2112  16.8613  0.0028  -0.0006  0.0029
Si  5.2145  3.7589  12.4428  0.0007  0.0006  -0.0017
Si  9.8651  -1.408  11.8088  -0.0001  -0.0003  -0.0013
Si  -3.4965  11.2405  14.5366  0.0006  0.0006  0.0028
Si  5.1016  -1.6882  14.5827  0.0003  0.0002  0.0009
Si  2.5764  3.8918  21.2482  0.0007  -0.0003  0.0015
Si  1.6663  3.0171  18.4641  0.001  0.0011  0.0032
Si  -0.809  10.3807  14.6618  0.0003  0  -0.001
Si  8.0553  8.0549  9.8203  -0.0013  -0.0017  -0.0004
Si  5.0205  8.0292  19.5737  0.0008  0.0002  0.0013
Si  13.2664  9.1686  20.8503  0.0011  -0.0003  0.0015
Si  10.7475  -5.6848  17.976  0.0001  0.0003  0.003
Si  5.2148  7.0226  16.6133  0.0004  0  0.0032
Si  5.135  12.2879  10.483  0.0013  -0.0003  -0.0012
Si  11.6061  11.5803  20.0337  0.0004  0.0009  0.0027
Si  4.029  9.634  11.665  0.0009  0.0002  -0.0012
Si  -0.2051  8.8544  19.3869  -0.0002  -0.0004  0.0029
Si  2.5238  4.3372  13.5818  0.0013  -0.0003  -0.0005
Si  2.1977  6.2792  16.0114  0.0011  -0.0008  0.0024
Si  1.0452  8.949  16.7344  0.0005  0.0001  0.0025
O  2.2006  -2.6637  9.3453  0.0004  0  0.0002
O  6.1688  8.8763  20.3669  0  -0.0001  -0.0002
O  9.2133  2.874  10.0305  -0.0002  -0.0008  0.0002
O  -0.2684  10.4894  19.2794  0.0002  0  -0.0023
O  1.0981  8.3256  20.2041  0.0003  0.0002  -0.0014
O  -2.8414  2.3013  20.0071  0.0006  -0.0001  -0.0012
O  2.4161  2.9694  14.439  0.0003  -0.0006  -0.0003
O  -0.1166  4.9058  10.7571  0.0011  0.0003  0.0003
O  -1.0177  2.8863  12.4561  0.0006  -0.0005  0.0001
O  9.5596  4.1217  21.0478  0.0001  -0.0003  -0.0005
O  5.7527  4.7611  11.2625  -0.001  -0.0006  0.0012
O  14.567  8.7869  19.9556  -0.0012  0.0003  -0.0006
O  3.7261  -5.9694  21.6141  0.0006  0.0002  -0.0009
O  9.9135  9.2982  13.4296  0.0005  0.0001  0.0003
O  5.8996  3.8841  20.5183  -0.0003  0.0006  -0.0004
O  5.1257  8.0035  17.9323  -0.0002  0.0002  -0.0012
O  8.6918  -11.2403  15.4125  -0.0001  0.0004  -0.0002
O  9.3466  -5.4871  17.1038  0.0009  0  -0.0019
O  13.1651  -1.123  17.4533  0.0002  -0.0002  -0.0019
O  13.5582  3.6045  19.6492  -0.0001  0.0001  -0.0018
O  2.0055  5.5565  14.5412  0  0.0006  -0.0002
O  5.7852  11.507  20.2118  0.0003  0.0011  0.0005
O  6.6134  -4.7538  16.7871  0.0004  -0.0003  -0.002
O  10.6158  1.637  20.9156  -0.0002  0  -0.0011
O  -2.5912  4.8779  11.4416  0.0012  -0.0003  0.0016
O  4.2515  -2.7893  10.9898  0.0003  0.0001  0.0004
O  2.3779  6.1322  10.7973  0.0003  0  0.0001
O  12.8014  -0.1713  20.8545  0  -0.0001  -0.0011
O  7.0315  6.7804  10.0961  0.0012  0.0003  0.0005
O  22.1102  -2.0596  11.0916  -0.0001  0.0002  0.0005
O  4.0668  4.6374  13.1624  -0.001  -0.0002  0.0001
O  4.7311  14.0531  15.742  -0.0006  -0.0006  -0.0014
O  -0.0321  -2.5929  17.8287  -0.0004  0.0005  -0.0017
O  6.0874  13.2596  18.3341  0.0008  0.0014  -0.0001
O  -0.5484  6.3003  22.2481  0.0001  -0.0003  0
O  2.5109  14.2294  17.1104  -0.0007  -0.0001  -0.0011
O  -2.9611  -0.4478  21.3688  0.0002  -0.0007  -0.0001
O  5.0799  10.7725  11.1003  -0.0003  -0.0005  0.0003
O  1.1083  5.7604  17.1179  -0.0006  -0.0002  -0.0015
O  -4.4642  10.0086  14.1372  0  -0.0008  -0.001
O  1.1458  4.5769  21.5375  -0.0002  0.0001  -0.0002
O  -4.0809  -0.2647  17.858  -0.0655  -0.0083  -0.0173
O  -8.4051  10.156  11.2245  0  0.0002  0.0001
O  6.6429  1.4274  15.3775  0.0006  -0.0015  -0.0004
O  3.7736  6.1881  16.5129  -0.0001  0  -0.0019
O  4.2959  11.3007  18.1035  0.0015  0  -0.0018
O  6.3138  3.4018  13.5887  0.0004  -0.0002  0.0005
O  5.4009  7.743  15.1359  -0.0001  0  -0.0011
O  0.2743  9.9423  15.7292  0.0011  -0.0005  -0.0007
O  12.7012  7.8349  15.7947  -0.0004  0.0004  -0.0016
O  -0.3467  11.8033  13.9756  0.0011  -0.0001  0.0001
O  6.6933  1.731  10.047  -0.0007  -0.0011  0.0007
O  -0.2381  -5.0185  19.5025  0.0001  0.0001  -0.0013
O  -2.8864  22.9194  13.1965  0.0002  -0.0001  0
O  5.1779  6.4713  20.0339  0.0001  -0.0006  -0.0006
O  1.7741  4.0242  12.1617  0.0004  0.0001  0.0007
O  -6.5463  9.9242  15.8469  -0.0016  0.0009  -0.0008
O  9.4191  -2.4439  20.2837  0.0007  -0.0003  -0.0015
O  -3.5333  3.8844  15.9545  0.0006  0.0002  -0.0007
O  -6.7951  9.3723  13.2617  0.0005  -0.0002  0.0009
O  4.6954  2.4087  11.6585  0  0.0002  0.0005
O  2.8915  1.0039  15.9451  0.0001  -0.0006  -0.0012
O  9.8448  0.2268  11.5076  0.0004  -0.0002  -0.0001
O  8.5606  8.7392  11.2034  0.0004  0.0004  0.0009
O  7.5249  4.5041  18.5965  0.0001  -0.0003  -0.0015
O  1.3979  12.4026  18.8312  -0.0001  -0.0005  -0.0016
H  -3.1917  0.0529  17.6451  0.0607  0.0124  0.0165

Results
free energy: -131201.691 eV
free energy less fixed offsets of H -15.97, O -568.88, Si -635.61 eV per atom: -1.431 eV

The program warned: the cutoff lies below the one the program advises for these potential files; the exchange-correlation potential is rough where the density is thin.
